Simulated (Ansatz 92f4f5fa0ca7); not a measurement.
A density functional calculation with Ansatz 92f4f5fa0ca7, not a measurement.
Periodic cell of 351 atoms, Si241O110, from a study of silicon, its oxide and their interface. The atomic structure is a simulated model.
Doubt: the cutoff is far below the 930 eV that the study's wrapper takes by default for these files, so forces and energies are approximate.
This geometry differs little from another in the collection (a relaxation step or a small displacement).

Settings: functional PBE; potential files Ansatz PAW; basis plane waves; wave-function cutoff 580 eV; density cutoff ratio 5; exchange-correlation grid ratio 1; k mesh 1 x 1 x 1, Gamma-centred; self-consistency stop 5e-08 eV per atom in the density residual; occupations fixed; spin none; net charge 0.

Cell vectors (angstrom)
a	11.6015	0	0
b	0	13.3963	0
c	0	0	40.3253

Atoms: element, x, y, z (angstrom)
Si	0	2.2327	1.1851
Si	3.8672	2.2327	1.1851
Si	7.7343	2.2327	1.1851
Si	1.9336	5.5818	1.1851
Si	5.8008	5.5818	1.1851
Si	9.6679	5.5818	1.1851
Si	0	8.9308	1.1851
Si	3.8672	8.9308	1.1851
Si	7.7343	8.9308	1.1851
Si	1.9336	12.2799	1.1851
Si	5.8008	12.2799	1.1851
Si	9.6679	12.2799	1.1851
Si	1.9336	1.1164	1.9745
Si	5.8008	1.1164	1.9745
Si	9.6679	1.1164	1.9745
Si	0	4.4654	1.9745
Si	3.8672	4.4654	1.9745
Si	7.7343	4.4654	1.9745
Si	1.9336	7.8145	1.9745
Si	5.8008	7.8145	1.9745
Si	9.6679	7.8145	1.9745
Si	0	11.1635	1.9745
Si	3.8672	11.1635	1.9745
Si	7.7343	11.1635	1.9745
Si	1.9336	1.1164	4.3426
Si	5.8008	1.1164	4.3426
Si	9.6679	1.1164	4.3426
Si	0	4.4654	4.3426
Si	3.8672	4.4654	4.3426
Si	7.7343	4.4654	4.3426
Si	1.9336	7.8145	4.3426
Si	5.8008	7.8145	4.3426
Si	9.6679	7.8145	4.3426
Si	0	11.1635	4.3426
Si	3.8672	11.1635	4.3426
Si	7.7343	11.1635	4.3426
Si	0	0	35.9847
Si	3.8672	0	35.9847
Si	7.7343	0	35.9847
Si	1.9336	3.3491	35.9847
Si	5.8008	3.3491	35.9847
Si	9.6679	3.3491	35.9847
Si	0	6.6981	35.9847
Si	3.8672	6.6981	35.9847
Si	7.7343	6.6981	35.9847
Si	1.9336	10.0472	35.9847
Si	5.8008	10.0472	35.9847
Si	9.6679	10.0472	35.9847
Si	0	0	38.3529
Si	3.8672	0	38.3529
Si	7.7343	0	38.3529
Si	1.9336	3.3491	38.3529
Si	5.8008	3.3491	38.3529
Si	9.6679	3.3491	38.3529
Si	0	6.6981	38.3529
Si	3.8672	6.6981	38.3529
Si	7.7343	6.6981	38.3529
Si	1.9336	10.0472	38.3529
Si	5.8008	10.0472	38.3529
Si	9.6679	10.0472	38.3529
Si	0	2.2327	39.1423
Si	3.8672	2.2327	39.1423
Si	7.7343	2.2327	39.1423
Si	1.9336	5.5818	39.1423
Si	5.8008	5.5818	39.1423
Si	9.6679	5.5818	39.1423
Si	0	8.9308	39.1423
Si	3.8672	8.9308	39.1423
Si	7.7343	8.9308	39.1423
Si	1.9336	12.2799	39.1423
Si	5.8008	12.2799	39.1423
Si	9.6679	12.2799	39.1423
Si	0.0136	-0.026	28.996
Si	1.7336	3.3208	28.7876
Si	7.7257	0.0589	29.0067
Si	-0.0974	2.2366	29.725
Si	6.2132	3.7406	28.695
Si	9.6197	3.4618	29.0107
Si	0.0922	6.7268	28.6341
Si	3.9069	6.9081	28.9347
Si	7.8002	6.9041	28.8777
Si	2.0365	10.0081	29.0413
Si	5.7008	10.0392	29.0875
Si	9.6065	10.1652	28.8159
Si	3.896	-0.0448	28.5929
Si	3.6724	2.1544	29.399
Si	7.7328	2.2973	29.781
Si	1.9801	5.6053	29.5077
Si	5.8729	5.8174	29.6763
Si	9.7325	5.7252	29.6154
Si	-0.0251	8.9573	29.4788
Si	3.8633	8.9454	32.3608
Si	7.7433	9.058	29.7405
Si	2.0003	12.2843	29.6151
Si	5.7658	12.3267	29.6495
Si	9.6547	12.3234	29.7467
Si	-0.0298	2.254	32.0751
Si	3.8546	2.2519	31.857
Si	7.7186	2.2834	32.1147
Si	1.9494	5.5963	31.9263
Si	5.8134	5.638	32.0335
Si	9.7002	5.6616	32.0028
Si	-0.0043	8.9484	31.918
Si	3.8496	8.9607	30.0984
Si	7.7365	8.9762	32.0934
Si	1.9726	12.3158	32.0004
Si	5.7824	12.3162	32.0303
Si	9.6714	12.2901	32.0886
Si	1.9448	1.1543	32.7863
Si	5.7588	1.1583	32.8056
Si	9.6504	1.1318	32.8674
Si	0.0151	4.5079	32.7942
Si	3.8718	4.4709	32.7481
Si	7.76	4.5323	32.8203
Si	1.8792	7.7969	32.8356
Si	5.8373	7.8221	32.9191
Si	9.6888	7.8698	32.8282
Si	0.0337	11.1708	32.7821
Si	3.8689	11.23	32.8991
Si	7.7189	11.2051	32.8525
Si	1.9381	1.1204	35.1726
Si	5.7895	1.1198	35.1831
Si	9.6665	1.1151	35.2195
Si	0.0051	4.4718	35.1777
Si	3.8662	4.4606	35.1529
Si	7.7373	4.4768	35.1917
Si	1.9133	7.8039	35.2005
Si	5.8135	7.81	35.2493
Si	9.6741	7.8207	35.196
Si	0.0076	11.159	35.1703
Si	3.8663	11.1803	35.2382
Si	7.7296	11.1692	35.21
Si	0.0035	-0.0005	5.1675
Si	3.8732	-0.0118	5.1405
Si	7.7424	-0.0164	5.1073
Si	1.9242	3.3504	5.1094
Si	5.7927	3.3525	5.0953
Si	9.6807	3.3449	5.0892
Si	-0.0005	6.6957	5.1288
Si	3.8583	6.6992	5.1392
Si	7.7332	6.6944	5.1157
Si	1.9356	10.0508	5.1262
Si	5.8037	10.0453	5.1273
Si	9.666	10.0498	5.1422
Si	0.0332	-0.0208	7.5654
Si	3.9134	-0.0546	7.5153
Si	7.7831	-0.0729	7.4586
Si	1.899	3.3321	7.461
Si	5.7722	3.3354	7.4354
Si	9.7012	3.3099	7.4272
Si	-0.0119	6.6678	7.4933
Si	3.8246	6.6837	7.5117
Si	7.723	6.656	7.4719
Si	1.9474	10.041	7.4901
Si	5.8196	10.011	7.4913
Si	9.6717	10.0326	7.5174
Si	0.0038	2.224	8.3436
Si	3.8291	2.2079	8.1828
Si	7.7399	2.1932	8.0575
Si	1.8938	5.5353	8.3238
Si	5.7657	5.5648	8.2432
Si	9.6535	5.5156	8.2295
Si	0.0149	8.9132	8.2503
Si	3.8741	8.9286	8.2899
Si	7.7425	8.8746	8.2767
Si	1.9799	12.2481	8.3479
Si	5.878	12.2256	8.3124
Si	9.7062	12.2503	8.3813
Si	0.0397	2.2531	10.7445
Si	3.7998	2.1495	10.5105
Si	7.6931	2.2165	10.3436
Si	1.8496	5.5196	10.7116
Si	5.6728	5.5398	10.596
Si	9.5996	5.4148	10.5782
Si	0.0264	8.8396	10.5976
Si	3.8732	8.9383	10.6576
Si	7.7269	8.7068	10.6377
Si	2.0478	12.2009	10.7426
Si	6.0156	12.1689	10.6986
Si	9.7542	11.972	10.7808
Si	1.9457	1.0398	11.4938
Si	5.7958	1.0931	11.1509
Si	9.5736	1.5304	11.5531
Si	-0.0988	4.4552	11.6101
Si	3.7897	4.3506	11.3878
Si	7.5635	4.3603	11.2379
Si	1.9522	7.7693	11.3816
Si	5.7325	7.7344	11.4245
Si	9.728	7.618	11.2946
Si	0.1625	11.0111	11.5162
Si	4.0698	11.1587	11.5019
Si	7.8926	10.8135	11.5731
O	5.6605	1.4764	12.7442
O	11.3173	4.4869	13.2769
O	7.3558	4.0083	12.8577
O	2.0956	1.1063	13.1561
O	0.2362	10.9771	13.1885
O	21.1635	13.3018	11.7759
O	9.9267	-19.4156	12.9193
O	4.4027	11.2336	13.1386
O	8.1296	10.4912	13.2054
O	3.8128	4.293	13.0519
O	9.3574	2.1864	13.0543
O	5.6675	7.8244	13.0847
O	4.067	-0.0447	26.914
O	1.4411	3.1204	27.1577
O	8.6846	-2.3555	24.604
O	-6.8102	29.7516	28.4663
O	9.3223	10.2685	27.1739
O	9.4591	3.6155	27.3456
O	6.8553	4.1474	27.2135
O	0.2774	6.6694	26.958
O	2.5792	9.7784	27.4741
O	5.3307	9.7979	27.4687
O	0.0669	13.1589	27.3473
O	3.9642	7.4636	27.3385
Si	4.9951	0.1561	25.5571
Si	11.9275	11.3167	24.4109
Si	9.4576	9.9909	25.5731
Si	1.9535	0.4189	14.6358
Si	4.9499	11.4724	23.1915
Si	12.3476	3.987	20.8438
Si	4.8506	2.8561	23.8802
Si	7.9404	8.8881	20.9421
Si	6.0635	9.8893	16.2392
Si	7.2391	4.8827	24.0706
Si	11.2745	6.0432	25.5522
Si	10.6927	16.2986	17.1646
Si	11.5978	0.2839	18.7196
Si	4.5485	12.002	14.5773
Si	5.4228	9.0402	19.1526
Si	11.5025	11.5917	14.6712
Si	10.6034	4.6522	14.753
Si	2.8441	9.9084	24.296
Si	8.7905	10.2913	14.7002
Si	3.9605	9.0661	26.924
Si	2.3929	9.4608	19.5059
Si	7.7604	-2.4037	23.2861
Si	11.8071	10.1335	21.5481
Si	10.5518	7.6739	14.3891
Si	8.1115	3.4139	26.4409
Si	10.8167	0.2321	26.0378
Si	5.249	3.3016	18.3126
Si	6.8037	12.7585	21.3298
Si	3.4623	2.5698	16.0245
Si	7.8045	0.3032	26.6933
Si	1.9387	7.6261	13.7234
Si	4.8146	7.6982	14.4746
Si	8.245	3.0734	13.868
Si	9.6349	3.9127	19.6558
Si	8.327	7.0772	25.7172
Si	13.5311	2.8138	23.2317
Si	5.878	1.3161	14.3292
Si	0.4814	2.9764	25.8481
Si	8.717	12.7401	18.9907
Si	9.939	10.1512	19.1008
Si	0.941	7.6967	23.0645
Si	13.7414	1.421	20.6542
Si	5.1165	1.7462	20.9144
Si	3.4044	5.1164	14.4002
Si	5.0533	6.026	19.4286
Si	12.2181	10.7585	17.4517
Si	7.7163	5.8356	21.1586
Si	8.0407	2.0307	17.9941
Si	2.14	6.557	20.4667
O	10.8855	15.2571	25.9842
O	7.7178	-0.859	22.6829
O	2.0048	10.1939	18.094
O	9.1623	11.3448	18.2832
O	11.3355	3.6449	15.8463
O	1.6507	10.1658	20.7788
O	3.9569	2.6039	17.582
O	0.188	6.7688	24.177
O	7.2219	6.397	24.715
O	8.3002	9.9243	22.1586
O	3.2975	8.3596	14.3318
O	10.6919	10.6475	20.476
O	11.4522	-0.5633	24.7719
O	5.2361	7.478	18.7199
O	13.3578	2.9223	20.1021
O	4.9179	10.9316	15.7325
O	1.9464	1.4711	22.2847
O	13.4775	11.0934	24.8799
O	0.6691	10.7143	15.8245
O	2.0712	6.0289	14.1281
O	0.519	8.1725	14.3375
O	5.272	3.0097	19.914
O	7.2979	2.0332	14.7075
O	0.4661	13.1356	14.7619
O	9.8798	11.5096	14.9284
O	8.917	8.999	19.62
O	8.5761	2.6811	19.4161
O	9.6006	8.8733	14.9726
O	6.0176	9.8427	17.8654
O	12.6022	5.4312	20.1276
O	7.5585	10.3461	15.7655
O	5.1506	4.9276	18.2183
O	7.7479	12.1445	20.1616
O	12.7509	0.3877	19.8825
O	10.1185	0.1041	19.4232
O	11.9507	12.3272	17.8682
O	7.7402	4.9462	22.5247
O	5.6803	8.4183	15.6372
O	11.8081	11.1831	22.7877
O	-0.0888	8.614	22.1481
O	6.2327	10.6024	23.7161
O	3.6708	10.4906	23.0162
O	6.4394	0.8196	20.73
O	3.0978	12.6754	14.8757
O	6.4192	9.1753	20.433
O	-3.8698	20.5039	27.2289
O	5.7676	13.1096	14.6383
O	6.2267	5.7794	20.5238
O	10.559	6.2401	15.1969
O	9.0435	4.1585	14.7671
O	10.7713	3.554	20.7728
O	3.9496	9.3183	25.3312
O	3.3666	3.4586	23.6381
O	5.3549	12.0694	21.7081
O	2.1954	1.5637	15.7827
O	8.8158	5.2412	20.1073
O	11.0705	9.7053	18.0128
O	3.6292	5.9368	20.2259
O	10.4775	4.1125	18.2613
O	8.767	8.56	25.222
O	1.9579	7.8722	19.5104
O	9.6726	6.1832	25.6752
O	8.0979	7.3757	21.5197
O	11.0355	10.151	25.1692
O	5.7885	4.1493	24.1845
O	11.5796	1.6448	17.775
O	4.5321	-0.7676	24.2874
O	12.7052	3.9844	22.4441
O	7.8552	13.8002	18.097
O	8.295	3.9754	24.9304
O	1.903	8.677	23.897
O	4.6305	6.1118	14.8379
O	1.9271	6.8834	22.0539
O	4.7048	2.0933	15.1073
O	3.7145	1.021	20.4595
O	12.9134	2.3259	24.6283
O	9.1909	2.3017	16.8611
O	6.5189	-0.353	25.9183
O	7.7001	1.8693	26.3013
O	9.2569	-0.2191	26.1625
O	4.92	1.7281	25.0717
O	3.0534	4.0834	15.5929
O	6.612	2.7196	17.6153
O	5.2401	2.1579	22.4693
O	-0.0095	4.4585	25.4259
O	3.9982	9.6373	19.6576

Results
free energy: -215762.244 eV
free energy less fixed offsets of O -568.88, Si -635.61 eV per atom: -3.434 eV

Forces (eV/angstrom), in the order of the atoms: element, x, y, z
Si	-0.0105	0.0146	0.0161
Si	0.005	0.0315	0.0215
Si	-0.0032	0.0254	0.0207
Si	-0.0032	-0.0175	-0.0243
Si	-0.0082	0.0005	0.012
Si	0.0122	-0.025	-0.0154
Si	0.0002	-0.0019	0.0104
Si	-0.0033	-0.0015	0.0042
Si	0.0109	0.0318	-0.0043
Si	0.0032	-0.0056	0.0066
Si	0.0003	0.0023	-0.0071
Si	-0.0075	0.014	-0.0054
Si	0.0043	-0.0476	-0.0177
Si	-0.0005	-0.0446	-0.0162
Si	0.0434	-0.0604	-0.0126
Si	0.0088	0.0347	0.0093
Si	-0.0383	0.0219	0.0028
Si	0.0189	-0.0097	-0.0072
Si	-0.0058	-0.0061	-0.0073
Si	-0.0213	-0.022	-0.0139
Si	0.0001	-0.0008	-0.0059
Si	-0.0109	0.0154	-0.0058
Si	0.0156	-0.0151	-0.0029
Si	0.003	-0.0556	0.002
Si	-0.0045	-0.0967	0.1204
Si	0.0076	-0.0986	0.0059
Si	0.1213	-0.1383	-0.0606
Si	0.0473	0.0717	-0.2943
Si	-0.118	0.0891	-0.1291
Si	0.0178	-0.0106	-0.1245
Si	-0.0258	0.0047	-0.0187
Si	-0.0666	-0.0263	0.0105
Si	0.0146	0.031	0.0274
Si	-0.0228	0.0667	0.0941
Si	0.0375	-0.0351	-0.0739
Si	0.0313	-0.1208	-0.1844
Si	0.1064	-0.0472	-0.1408
Si	-0.0428	0.1982	0.1948
Si	-0.1232	0.063	0.0319
Si	0.0456	0.0261	-0.1547
Si	-0.0446	0.0444	-0.1704
Si	0.043	0.1023	-0.0709
Si	-0.1091	-0.0578	0.178
Si	-0.0951	-0.1292	-0.1343
Si	0.2069	-0.0168	0.2244
Si	-0.0652	-0.0409	-0.0137
Si	0.015	0.0683	0.165
Si	0.0604	0.0488	-0.0692
Si	0.0353	-0.0213	0.0055
Si	-0.0096	0.0724	-0.0053
Si	-0.0452	0.0311	0.0001
Si	0.0152	0.0252	0.0055
Si	-0.0124	0.0373	0.0137
Si	0.014	0.0518	0.0171
Si	-0.0369	-0.0255	-0.0081
Si	-0.0399	-0.0331	0.0091
Si	0.0766	-0.0004	-0.012
Si	-0.0176	-0.0203	0.0073
Si	0.0035	0.0262	0.0063
Si	0.0197	0.0358	0.0098
Si	0.0033	-0.0059	-0.0285
Si	-0.0065	-0.0352	0.0025
Si	0.0063	-0.0256	-0.0216
Si	-0.0088	0.0181	0.0048
Si	0.0138	0	-0.0229
Si	-0.0072	0.022	0.0475
Si	0.0032	-0.0034	-0.0053
Si	0.0049	0.0083	-0.0134
Si	-0.0128	-0.0302	-0.004
Si	0.0092	0.0048	-0.0048
Si	-0.0034	-0.0053	0.0109
Si	0.0008	-0.0144	-0.0172
Si	-0.0022	0.0137	0.0278
Si	-0.0088	0.0067	0.0289
Si	0.0076	0.0028	-0.0047
Si	0.0034	-0.0021	-0.0085
Si	0.025	0.0617	-0.0299
Si	0.0029	-0.0054	0.01
Si	0.0023	-0.0045	0.03
Si	-0.0016	0.0017	0.0197
Si	0.0002	0.0012	0.0435
Si	0.0267	-0.0159	0.0168
Si	-0.0071	-0.0105	0.0249
Si	0.0033	-0.0123	0.0405
Si	-0.0012	-0.007	0.0375
Si	-0.051	-0.0092	0.0253
Si	0.0241	-0.0142	0.0624
Si	0.0086	-0.0116	-0.0121
Si	0.0062	0.0016	-0.0094
Si	-0.004	0.0035	-0.0059
Si	-0.0183	0.0123	-0.0109
Si	0.0018	-0.0007	0.0025
Si	0.0084	-0.0012	-0.0107
Si	-0.0057	0.0167	-0.0134
Si	-0.0175	-0.001	-0.0051
Si	0.0226	-0.0162	-0.0053
Si	-0.0148	0.0003	0.0096
Si	0.0018	-0.0093	0.0133
Si	-0.0035	0.0021	0.0042
Si	-0.0129	0.0019	0.0163
Si	0.0149	-0.0001	0.0214
Si	0.0025	0.0082	0.0091
Si	0.0001	-0.0033	0.0168
Si	-0.0086	0.0039	0.0057
Si	0.0014	0.0018	0.0079
Si	0.0166	0.0014	0.0254
Si	-0.005	0.0096	0.0133
Si	-0.0008	0	0.0134
Si	0.0005	-0.0002	-0.0057
Si	0.0058	-0.0005	-0.0004
Si	0.0065	0.0039	0
Si	0.0131	-0.0038	-0.0005
Si	0.0019	0.0009	-0.0029
Si	-0.017	-0.0049	-0.0077
Si	0.0125	-0.0002	-0.0007
Si	-0.01	-0.0033	-0.0016
Si	-0.0036	0.0009	-0.0039
Si	-0.0131	0.001	0.0014
Si	-0.003	-0.0048	-0.0012
Si	0.0061	-0.0046	0.0057
Si	0.0068	-0.0017	0.0064
Si	0.0015	0.0022	-0.0019
Si	-0.0041	0.002	-0.0062
Si	-0.004	0.0024	0.0011
Si	0.0013	-0.0028	0.0013
Si	0.0039	-0.0041	0.0003
Si	-0.0002	0.0033	0.0007
Si	-0.0009	0.0032	-0.0008
Si	0.0016	-0.0014	0.0026
Si	0.001	0.0006	0.0047
Si	0.0019	-0.0012	-0.0011
Si	-0.0001	0.0029	-0.0024
Si	-0.0001	-0.0015	0.0033
Si	0.001	0.0018	-0.0012
Si	0.0024	0.0031	0.0062
Si	0.0042	-0.0003	0.0039
Si	0.0019	-0.0003	0.0038
Si	-0.0016	-0.0006	0.0046
Si	-0.0006	-0.002	0.0006
Si	0.0011	-0.0026	0.0001
Si	0	-0.002	0.0031
Si	-0.0008	0.0008	0.0028
Si	-0.0007	-0.0017	0.0014
Si	-0.0024	-0.0016	-0.0008
Si	-0.0091	0.0005	0.0016
Si	-0.0142	0.0057	0.0024
Si	-0.0028	0	0.0106
Si	0.0013	-0.0029	0.0094
Si	0.0064	0.0006	0.0031
Si	-0.01	0.0007	0.0158
Si	0.004	0.003	0.0014
Si	0.0006	-0.0015	0.0002
Si	-0.0022	0.006	0.0015
Si	0.0024	-0.0032	0.001
Si	-0.0034	0.0029	0
Si	0.0018	-0.0012	0.0032
Si	0.0032	-0.0015	-0.0095
Si	-0.0085	-0.0009	-0.0129
Si	0.0023	0.0015	-0.004
Si	-0.0002	-0.0026	-0.0141
Si	0.0036	-0.0045	-0.0174
Si	0.0023	-0.0104	-0.0066
Si	0.0038	0.0023	-0.001
Si	-0.0032	0.0062	0.0009
Si	0.0058	-0.0028	-0.0079
Si	0.0094	-0.0007	-0.0116
Si	0.0126	-0.0055	-0.0017
Si	0.0015	-0.0002	-0.0009
Si	0.0365	0.0096	-0.0042
Si	-0.024	0.0141	0.01
Si	-0.0185	0.0195	-0.0041
Si	0.0148	-0.0185	0.0044
Si	-0.0077	-0.0042	0.0191
Si	-0.0044	-0.0014	0.0132
Si	-0.0118	-0.0007	0.0071
Si	0.0069	-0.0044	0.0073
Si	-0.0082	-0.0069	0.0144
Si	0.0022	0.002	0.0163
Si	0.001	-0.0015	0.0143
Si	-0.0032	-0.0024	0.0081
Si	0.0036	0.0054	-0.0257
Si	0.0399	-0.0354	-0.0156
Si	-0.0332	0.01	0.0433
Si	-0.008	-0.0151	-0.0093
Si	-0.0069	0.0034	-0.0312
Si	0.019	-0.0122	-0.016
Si	0.0039	0.0126	0.0035
Si	-0.0019	0.0048	-0.0326
Si	-0.0047	0.025	-0.0215
Si	-0.005	0.0046	-0.0258
Si	-0.0011	0.0021	-0.0358
Si	0.0085	0.0113	-0.0202
O	-0.0204	0.0143	0.0242
O	-0.01	0.0034	0.021
O	0.0019	-0.0023	0.007
O	-0.0032	-0.0077	0.0333
O	-0.0085	0.0122	0.0526
O	0.0025	-0.0045	-0.0058
O	0.0011	-0.0019	0.0163
O	0.0058	0.0059	0.0428
O	0.0029	-0.0111	0.0466
O	0.0025	-0.0031	0.024
O	-0.0028	-0.0065	-0.0208
O	-0.005	-0.0004	0.0387
O	0.0165	0.0006	-0.0337
O	-0.0074	-0.0038	-0.0194
O	-0.0054	0.0019	0.0027
O	-0.0085	-0.0142	-0.0198
O	-0.0037	0.0019	-0.0351
O	-0.0045	0.0069	-0.0129
O	-0.0005	-0.0072	0.0086
O	-0.0015	-0.0042	-0.0255
O	-0.0028	0.0029	-0.0131
O	0.0023	0.0013	-0.0122
O	-0.0037	-0.0077	-0.0152
O	0.0013	0.0042	-0.0138
Si	-0.0077	-0.0015	0.0098
Si	-0.0029	0.0059	-0.006
Si	-0.01	-0.0075	0.0043
Si	0.0083	-0.0021	-0.0078
Si	-0.0062	0.0095	-0.0002
Si	0.0008	0.0057	0.0087
Si	0.008	-0.0018	0.0023
Si	-0.0007	0.0002	0.0076
Si	-0.0012	-0.0054	0.002
Si	0.0135	-0.0041	0.0062
Si	-0.001	-0.0005	0.0032
Si	0.0049	0.0071	0.0039
Si	-0.0006	0.0007	0.0076
Si	-0.0017	0.0004	-0.0043
Si	0.0045	-0.0016	0.0029
Si	-0.0077	-0.019	-0.0085
Si	-0.0108	0.0094	-0.0075
Si	0.0016	-0.0052	-0.0051
Si	0.0081	0.0042	-0.0158
Si	-0.0069	-0.0094	0.0135
Si	0.0023	0.0048	0.0085
Si	0.0049	0.0004	-0.0014
Si	-0.0003	0.0021	0.0057
Si	-0.0035	-0.0163	0.0055
Si	-0.0098	0.0027	0.0029
Si	0.0013	0.0008	0.0052
Si	-0.0072	-0.0016	0.0021
Si	0.0002	0.0017	0.0102
Si	-0.0002	0.0062	-0.0047
Si	0.0056	0.0268	-0.0167
Si	0.0012	-0.0024	-0.0044
Si	-0.0017	-0.0069	-0.0072
Si	0.0005	0.0039	-0.0053
Si	0.0002	0	0.0088
Si	0.0021	-0.0004	0.0053
Si	-0.0014	0.0006	0.0057
Si	0.0113	0.0083	0.0028
Si	-0.0025	0.0001	0.0023
Si	-0.0036	0.0017	0.013
Si	0.0017	-0.003	0.0068
Si	-0.0034	-0.0043	-0.0001
Si	-0.0002	0.0008	0.0034
Si	0.0068	-0.0033	0.009
Si	0.0081	0.0064	-0.0023
Si	-0.0032	0.0028	0.005
Si	0.0006	-0.0027	0.0033
Si	0.0005	0.0022	0.0118
Si	0.0011	0.0006	0.0128
Si	-0.0017	-0.003	0.0086
O	0.0076	0.0013	0.0096
O	-0.0023	0.0028	0.0056
O	0.0006	-0.0009	0.0046
O	-0.0005	0.001	0.0027
O	0.0049	-0.0129	0.01
O	-0.0021	-0.0021	-0.0019
O	0.0063	0.0017	0.0111
O	0.009	0.0064	0.001
O	-0.0108	-0.0038	0.0019
O	-0.0019	-0.0021	0.001
O	0.0032	0.0014	0.0003
O	0.0021	0.0016	-0.0011
O	0.0012	-0.0073	0.0063
O	0.0015	0.0047	0.0026
O	-0.0013	-0.0017	0.0015
O	0.0063	-0.0053	0.0001
O	0.0007	0	0.0026
O	-0.0017	-0.0007	0.0113
O	-0.006	0.0098	-0.0114
O	0.0002	-0.0016	0.0006
O	-0.0052	0.0067	-0.003
O	0.0008	-0.0014	0.0007
O	-0.0135	-0.0104	-0.012
O	-0.0032	-0.0058	-0.0029
O	0.0171	-0.0019	-0.0115
O	-0.0035	-0.0002	0.0024
O	0.0019	0.003	0.0025
O	-0.0026	0.004	-0.0034
O	-0.0029	-0.004	0.0129
O	0.0018	0.0021	-0.0016
O	-0.0062	-0.0012	-0.0054
O	0	0.0051	0.0011
O	0.0016	0.0005	-0.0024
O	0.0005	0.002	-0.0008
O	0.0019	0.0019	-0.0024
O	-0.0021	0.0068	0.004
O	-0.0014	0.0039	-0.0081
O	0.0042	0.013	0.0013
O	0.001	-0.0055	-0.0017
O	-0.0008	0.0051	0.0008
O	0.0014	-0.0018	0.0119
O	-0.0007	-0.0002	0.0034
O	-0.0075	0.0071	0.0027
O	-0.0039	0.0044	-0.0059
O	-0.0005	-0.0002	-0.0023
O	0.0037	0.0026	-0.033
O	-0.0017	-0.0023	-0.0117
O	0.0037	0.0004	-0.0005
O	-0.0004	0.0001	-0.0032
O	0.0107	0.0013	0.0023
O	-0.0013	-0.0015	-0.0024
O	-0.0038	0.0058	0.0062
O	-0.02	-0.0042	0.0091
O	0.0018	0.0004	0.0015
O	0.0003	0.0059	0.0033
O	-0.001	0.0003	0.0017
O	-0.0084	0.0044	0.0042
O	-0.0011	0.0016	0.0012
O	-0.0031	0.0041	0.0026
O	0.0042	0.0085	0.0113
O	-0.0006	0	-0.0011
O	0.0004	0.0001	0.0072
O	-0.0041	-0.0047	-0.0009
O	0.0069	0.004	0.0101
O	-0.008	0.0004	0.0082
O	-0.0011	-0.0043	0.0046
O	0.0025	-0.0098	0.0016
O	0.0031	-0.0003	0.0041
O	0.0019	-0.0048	-0.003
O	-0.0061	0.009	0.0024
O	-0.001	-0.0018	0.0081
O	-0.0041	0.0038	-0.0081
O	0.0021	0.0019	0.0014
O	0.0037	-0.0095	0.0055
O	0.0024	0	-0.0022
O	0.0004	0.0034	-0.0023
O	-0.0046	-0.0004	-0.0041
O	-0.0069	-0.0028	0.0121
O	0.0009	-0.0182	0.022
O	0.0087	-0.0023	0.0153
O	-0.0022	0.0047	0.0063
O	-0.0016	-0.0143	0.007
O	-0.003	0.0013	0.001
O	-0.0025	-0.0019	-0.008
O	0.001	-0.0046	0.0112
O	-0.0043	0.0005	-0.0025

The program warned: the cutoff lies below the one the program advises for these potential files; the exchange-correlation potential is rough where the density is thin.
